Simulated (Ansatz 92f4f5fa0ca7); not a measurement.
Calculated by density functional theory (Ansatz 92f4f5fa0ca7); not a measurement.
Periodic cell of 414 atoms, Si266O148, from a study of silicon, its oxide and their interface. The atomic structure is a simulated model.
Doubt: the cutoff is far below the 930 eV that the study's wrapper takes by default for these files, so forces and energies are approximate.
This geometry differs little from another in the collection (a relaxation step or a small displacement).

Settings: functional PBE; potential files Ansatz PAW; basis plane waves; wave-function cutoff 580 eV; density cutoff ratio 5; exchange-correlation grid ratio 1; k mesh 1 x 1 x 1, Gamma-centred; self-consistency stop 5e-08 eV per atom in the density residual; occupations fixed; spin none; net charge 0.

Cell vectors (angstrom)
a 15.4687 0 0
b 0 12.8259 0
c 0 0 36.653

Atoms: element, x, y, z (angstrom)
Si 0.0109 1.1572 33.9796
Si 3.8913 1.1543 33.9737
Si 7.75 1.1601 33.9702
Si 11.6296 1.1604 33.9591
Si 1.9651 7.5902 33.9465
Si 5.8007 7.5844 33.9681
Si 9.7063 7.5858 33.9801
Si 13.5613 7.5834 33.9761
Si 1.9336 5.247 34.3861
Si 5.8008 5.247 34.3861
Si 9.6679 5.247 34.3861
Si 13.5351 5.247 34.3861
Si 0 11.6599 34.3861
Si 3.8672 11.6599 34.3861
Si 7.7343 11.6599 34.3861
Si 11.6015 11.6599 34.3861
Si 0 4.664 35.6228
Si 3.8672 4.664 35.6228
Si 7.7343 4.664 35.6228
Si 11.6015 4.664 35.6228
Si 1.9336 11.0769 35.6228
Si 5.8008 11.0769 35.6228
Si 9.6679 11.0769 35.6228
Si 13.5351 11.0769 35.6228
Si 0 2.332 36.035
Si 3.8672 2.332 36.035
Si 7.7343 2.332 36.035
Si 11.6015 2.332 36.035
Si 1.9336 8.745 36.035
Si 5.8008 8.745 36.035
Si 9.6679 8.745 36.035
Si 13.5351 8.745 36.035
Si 1.9336 1.749 0.6188
Si 5.8008 1.749 0.6188
Si 9.6679 1.749 0.6188
Si 13.5351 1.749 0.6188
Si 0 8.162 0.6188
Si 3.8672 8.162 0.6188
Si 7.7343 8.162 0.6188
Si 11.6015 8.162 0.6188
Si 0 5.83 1.031
Si 3.8672 5.83 1.031
Si 7.7343 5.83 1.031
Si 11.6015 5.83 1.031
Si 1.9336 12.2429 1.031
Si 5.8008 12.2429 1.031
Si 9.6679 12.2429 1.031
Si 13.5351 12.2429 1.031
Si 1.9336 5.247 2.2678
Si 5.8008 5.247 2.2678
Si 9.6679 5.247 2.2678
Si 13.5351 5.247 2.2678
Si 0 11.6599 2.2678
Si 3.8672 11.6599 2.2678
Si 7.7343 11.6599 2.2678
Si 11.6015 11.6599 2.2678
Si 1.9336 2.915 2.68
Si 5.8008 2.915 2.68
Si 9.6679 2.915 2.68
Si 13.5351 2.915 2.68
Si 0 9.328 2.68
Si 3.8672 9.328 2.68
Si 7.7343 9.328 2.68
Si 11.6015 9.328 2.68
Si 0.4497 0.4454 27.2635
Si 3.6321 0.0882 27.411
Si 8.2472 0.6281 27.2076
Si 11.314 0.4872 27.225
Si 1.6484 6.904 27.2426
Si 6.1404 6.3548 27.3659
Si 9.6297 4.855 28.3976
Si 13.9138 6.3285 27.3587
Si 1.9246 3.9279 27.74
Si 5.7964 4.1082 27.9691
Si 9.0433 5.5553 26.2764
Si 15.5047 3.547 29.1042
Si -0.0467 10.2559 27.6997
Si 3.9789 10.5523 27.7361
Si 8.0112 10.2432 27.6469
Si 11.6335 10.1637 27.8454
Si -1.8856 4.066 27.8296
Si 3.8376 3.4005 29.0597
Si 7.7503 3.7175 29.2582
Si 11.5851 3.711 29.0794
Si 1.9741 10.0097 28.966
Si 5.9554 9.9064 28.9029
Si 9.7302 9.4798 29.051
Si 13.5872 9.8361 29.0996
Si 0.1255 1.246 29.4441
Si 3.9222 1.1063 29.5201
Si 7.8492 1.3746 29.3899
Si 11.6163 1.3379 29.3787
Si 1.9542 7.7195 29.4146
Si 5.962 7.5693 29.415
Si 9.6952 7.1118 29.543
Si 13.5449 7.5091 29.4112
Si 1.9778 0.6076 30.7477
Si 5.932 0.5905 30.5966
Si 9.7219 0.5534 30.5887
Si 13.5767 0.6315 30.5565
Si 0.0365 7.0466 30.6608
Si 3.9275 7.0015 30.5509
Si 7.7574 6.9876 30.8413
Si 11.6807 6.9401 30.7591
Si 0.0223 4.7318 31.1239
Si 3.8352 4.675 31.0568
Si 7.6679 4.7078 31.3296
Si 11.6688 4.6598 31.2108
Si 1.9608 11.1146 31.0576
Si 5.916 11.0772 30.9928
Si 9.7127 10.9598 30.9863
Si 13.5696 11.1188 31.0727
Si 1.9409 4.099 32.3344
Si 5.7195 4.0416 32.3727
Si 9.6845 4.0456 32.3581
Si 13.595 4.0518 32.3625
Si 0.0292 10.5251 32.3117
Si 3.9309 10.5165 32.2532
Si 7.7899 10.5143 32.3098
Si 11.6334 10.518 32.3041
Si 1.9521 1.7728 32.7822
Si 5.8207 1.7089 32.7085
Si 9.6911 1.6871 32.7098
Si 13.5761 1.718 32.6948
Si 0.0165 8.191 32.7309
Si 3.9034 8.1674 32.6581
Si 7.7644 8.2159 32.8149
Si 11.6431 8.1954 32.7484
Si 0 2.332 3.9167
Si 3.8672 2.332 3.9167
Si 7.7343 2.332 3.9167
Si 11.6015 2.332 3.9167
Si 1.9336 8.745 3.9167
Si 5.8008 8.745 3.9167
Si 9.6679 8.745 3.9167
Si 13.5351 8.745 3.9167
Si 1.8985 6.4043 4.3385
Si 5.7706 6.4096 4.3203
Si 9.6352 6.4263 4.3159
Si 13.5443 6.4069 4.3206
Si -0.0177 12.8308 4.397
Si 3.8202 12.8257 4.3234
Si 7.7404 12.8259 4.2942
Si 11.6263 12.8238 4.3403
Si -0.026 5.815 5.6148
Si 3.8334 5.8031 5.5473
Si 7.6964 5.8547 5.5651
Si 11.5821 5.8603 5.5056
Si 1.9246 12.2428 5.6563
Si 5.7881 12.2147 5.4531
Si 9.6729 12.2104 5.4972
Si 13.5075 12.2665 5.7055
Si -0.0697 3.4625 6.0247
Si 3.8043 3.4771 5.9539
Si 7.7423 3.5233 5.9637
Si 11.5326 3.544 5.9563
Si 1.8591 9.9019 5.9791
Si 5.7985 9.9072 5.9466
Si 9.6326 9.902 6.0088
Si 13.5041 9.9142 6.0353
Si 1.8879 2.8601 7.2309
Si 5.7806 2.8813 7.073
Si 9.6512 2.9106 7.247
Si 13.3953 2.9807 7.25
Si -0.0435 9.307 7.3015
Si 3.8353 9.2412 7.0464
Si 7.6802 9.3557 7.2759
Si 11.5507 9.325 7.2658
Si -0.0526 6.969 7.6899
Si 3.8303 6.9582 7.5993
Si 7.682 7.0303 7.6276
Si 11.632 6.9832 7.5604
Si 2.0343 13.3833 7.7816
Si 5.8216 13.3798 7.4575
Si 9.6008 13.3997 7.5037
Si 13.2166 13.5306 7.7985
Si 1.9164 6.3989 8.8566
Si 5.758 6.4495 8.8793
Si 9.6741 6.3555 8.6675
Si 13.4792 6.4088 8.9183
Si 0.3636 12.6574 9.3184
Si 4.052 12.7193 8.8076
Si 7.7011 12.7772 8.6816
Si 11.278 12.8015 8.9927
Si 1.9905 4.0784 9.2253
Si 5.8404 4.1009 9.0549
Si 9.7249 4.1112 9.3103
Si 13.4765 4.0408 9.388
Si -0.0898 10.3927 9.4368
Si 3.7825 10.4057 9.0163
Si 7.5531 10.4891 9.392
Si 11.3484 10.4928 9.3294
Si 0.0698 3.9971 10.5742
Si 4.0011 3.6432 10.3874
Si 7.6965 3.5554 10.3657
Si 11.5941 3.7352 10.8161
Si 2.151 7.5387 10.9022
Si 5.505 9.95 10.547
Si 9.4213 9.662 10.6176
Si 13.0543 7.75 10.8554
Si 0.1699 0.1367 12.417
Si 4.6875 0.6614 10.9557
Si 7.7328 1.2063 10.6343
Si 10.7348 0.7312 11.1906
Si 1.9859 9.8012 10.4473
Si 5.2917 7.6454 10.8859
Si 9.9225 7.3584 10.7352
Si 13.2859 10.0603 10.6213
O 14.0185 13.2662 12.3999
O 4.0523 12.565 12.1399
O 2.0638 0.3638 26.9121
O 9.7995 0.9504 26.7479
O 13.9966 7.5045 12.1932
O 3.987 2.1247 11.0222
O 0.0357 6.6461 26.9526
O 7.5702 6.2979 26.4878
O 0.3842 3.1779 11.9642
O 13.1822 10.7435 12.1478
O 0.7563 13.0284 10.8915
O 11.4943 7.3864 11.2569
O 6.2993 13.5727 11.343
O 3.7319 7.3665 11.3375
O 7.4118 4.4098 11.7707
O 11.8036 4.6142 12.2203
O -0.5452 5.6895 13.7673
O 4.3355 10.5721 13.8624
O 14.4654 13.4726 8.915
O 9.1077 6.4869 11.8638
O 7.5536 8.772 13.8897
O 9.2918 10.088 12.2208
O 2.5735 10.4239 11.8963
O 4.1921 4.6249 11.6968
O 4.6607 0.8101 26.3426
O 4.1012 9.6953 26.3156
O 9.0537 4.5179 24.9711
O 5.8739 3.2296 26.5753
O -0.1832 9.365 26.3201
O 2.4576 7.68 26.0018
O 7.2957 1.1137 25.9533
O 8.3237 9.5514 26.175
O 11.8521 9.2119 26.5211
O 5.0125 7.0999 26.4344
O 12.9339 6.507 26.0263
O 13.4725 3.32 26.3371
O 15.0725 1.2308 26.1086
O 1.479 3.2679 26.2867
O 10.2146 6.6868 25.9786
O 12.3658 0.9369 26.0489
Si 7.0296 9.8543 17.8495
Si 8.2358 7.4504 22.6579
Si 5.8329 1.8186 25.7895
Si 4.1169 3.3149 20.4735
Si 2.5773 7.8245 21.7533
Si 8.9529 9.6277 13.7486
Si 11.0136 4.6209 13.68
Si 3.7958 -1.306 15.0939
Si 3.3342 0.4494 20.0243
Si 15.799 0.0961 20.8294
Si 14.9186 9.3013 24.724
Si 11.5958 6.5895 25.0881
Si 4.0192 8.1762 25.7225
Si 9.8716 4.8669 23.5639
Si 16.1493 11.4638 14.7754
Si 3.9847 4.2406 13.2622
Si 6.6838 7.3952 13.7479
Si 0.5897 6.5467 23.6179
Si 13.6457 1.8566 25.6281
Si 10.9226 3.711 18.3579
Si 10.4718 7.3722 15.24
Si 12.5743 8.2657 17.3265
Si 6.67 11.2601 22.928
Si 11.5856 10.3797 19.1288
Si 9.5582 2.9792 21.1151
Si 8.3968 5.2829 12.7247
Si 5.3688 8.3675 22.7704
Si 17.3389 5.51 19.7699
Si 1.208 15.5979 13.3222
Si 4.0276 2.4606 23.5606
Si 4.1022 10.9243 12.2668
Si 10.0379 8.0276 20.248
Si 6.9164 3.1604 19.9132
Si 13.688 12.8912 15.749
Si 7.8788 0.5833 20.8423
Si -2.5951 12.1778 12.8906
Si 9.1218 11.8143 18.4903
Si -0.2035 4.8246 15.1081
Si 12.2069 6.2404 19.6413
Si 8.4185 7.1854 17.6402
Si 5.8243 3.7469 15.5261
Si 5.7354 13.5298 15.9982
Si 8.0472 11.749 15.7608
Si 4.3089 6.2672 15.3361
Si 12.758 3.1474 15.9326
Si 15.2504 6.4961 12.4065
Si 1.7068 6.7297 16.9021
Si 1.5527 3.7445 24.7176
Si 8.8538 9.8469 24.6463
Si 3.8942 12.4334 22.9229
Si -0.0214 9.346 16.8587
Si 11.8488 9.4033 24.8949
Si 14.8372 2.3566 22.8909
Si 1.4173 10.5728 22.5911
Si 8.0405 4.1675 17.3544
Si 4.6971 11.5285 17.8931
Si 14.6839 5.0041 21.2438
Si 14.1934 11.612 18.5308
O 9.1484 7.1539 16.1799
O 1.9843 5.7926 18.1897
O 11.6946 3.5971 14.7573
O 16.5269 8.1893 17.27
O 8.9695 6.0176 22.8403
O 1.2465 7.2284 12.2858
O 11.1156 6.8728 20.6837
O 12.858 7.3929 18.6806
O 3.8886 1.9342 19.6132
O 11.6937 7.9413 24.1892
O 1.8435 9.2745 21.7074
O 8.2068 3.8194 20.6826
O 2.7858 3.1425 13.3481
O 4.2033 7.9906 21.6905
O 3.313 0.9826 23.5895
O 9.1375 1.4298 21.491
O 7.8863 11.0061 23.9986
O 10.8741 9.4354 20.2551
O 7.2598 3.1158 18.3242
O 10.1814 8.7176 14.3494
O 1.0207 13.9907 13.352
O 5.366 12.048 23.553
O 0.7265 2.7694 23.7054
O 5.3799 3.683 13.9413
O 16.1536 5.8379 16.0023
O 12.0739 3.0117 17.422
O 2.2293 11.8317 14.9544
O 3.1326 3.5956 24.32
O 5.4998 2.2485 24.248
O 8.8226 11.064 14.5148
O 15.2844 12.626 15.537
O 4.1149 -0.1554 21.3245
O 10.8732 6.1313 14.2706
O 7.6018 6.0463 13.93
O 10.1227 3.6608 22.4913
O 6.6002 7.285 22.66
O 2.0557 7.0617 23.103
O 4.556 12.9583 15.0386
O 5.6382 10.3573 18.5714
O 5.5442 4.0048 20.0872
O 9.5145 7.6389 18.7521
O 4.9784 5.0068 16.1774
O 13.3506 1.6565 15.6208
O 9.11 12.2207 16.9104
O 0.473 10.2283 23.8674
O 6.0578 9.8213 22.4236
O 15.0989 1.0965 21.9008
O 11.7761 7.4642 16.1869
O 6.682 1.6609 20.5418
O 8.6456 8.4449 23.8671
O 4.198 2.9609 22.0461
O 10.5953 2.992 19.8165
O -4.0741 12.6528 12.3862
O 3.5582 5.6103 14.0366
O -0.3425 6.077 22.3741
O 0.5668 11.4984 21.5702
O 5.4704 7.3286 14.8501
O 5.6208 12.8222 17.4736
O 11.3806 5.3514 24.0331
O 4.5664 8.3273 24.1966
O 3.5401 12.1325 18.8714
O 11.4359 5.2151 18.6546
O 13.9416 4.2976 15.9213
O 10.469 10.2609 24.5366
O 11.6767 9.5796 17.7024
O 15.3189 10.5317 17.9923
O 13.3431 5.4987 20.4989
O 0.5787 3.4687 14.6512
O 3.1577 7.0207 16.1966
O 8.7653 8.0971 21.2522
O 2.1193 6.9525 20.4726
O 13.1023 10.8466 19.4955
O 7.3395 12.1622 21.7337
O 15.876 4.8885 20.1381
O 7.4142 3.9898 15.8528
O 0.9428 5.2618 24.579
O 13.6865 1.9978 24
O 2.9603 4.4012 20.2073
O 4.0328 -1.9852 16.5628
O -0.294 7.7411 24.2953
O 15.8513 9.9932 15.4124
O 5.4811 2.292 16.1641
O 14.8979 12.7307 19.4818
O 7.1778 13.0756 15.342
O 7.1557 8.2371 17.6927
O 7.0755 10.5695 16.3733
O 14.3436 3.5779 21.9392
O 13.3761 9.877 24.4681
O 8.3373 10.3813 18.6897
O 13.3913 12.3092 17.261
O 2.7774 11.2749 23.1751
O 0.3163 -1.3183 13.1737
O 10.6646 11.7072 18.9681
O 9.6193 3.7853 17.3769
O 12.8813 12.09 14.5397
O 8.361 12.921 19.3743
O 7.8279 5.6933 17.9158
O 1.7613 0.6949 20.3477
O 9.4658 4.1998 13.3395
O 13.9958 8.6535 16.667
O 11.3639 11.6829 27.2843
O 8.0556 11.8451 27.353
O 6.1596 -5.5596 12.2152
O 9.0992 0.7143 11.4571
O 15.2462 18.3564 11.0999
O -0.2162 -1.0365 27.1711
O 11.3611 2.2203 11.4003
O 2.3982 5.4508 27.334

Results
free energy: -253274.484 eV
free energy less fixed offsets of O -568.88, Si -635.61 eV per atom: -7.984 eV

Forces (eV/angstrom), in the order of the atoms: element, x, y, z
Si 0.0136 0.0083 0.0001
Si -0.0011 0.0049 0.0043
Si 0.0043 0.0147 0.0002
Si 0.0164 0.0073 -0.007
Si 0.0128 0.0131 -0.0175
Si 0.0043 0.0169 -0.0098
Si 0.0043 -0.0104 -0.0126
Si -0.0017 0.0046 -0.0073
Si 0.0498 0.1762 0.0527
Si -0.2199 -0.0017 0.2074
Si 0.1428 -0.0971 0.174
Si 0.1118 0.0062 0.1727
Si 0.12 -0.0226 0.0197
Si 0.0779 -0.1684 -0.285
Si 0.0717 0.0781 -0.0532
Si 0.0299 0.0311 -0.0644
Si -0.0195 0.0768 0.0315
Si 0.0142 0.1029 0.0663
Si -0.0045 0.024 -0.0148
Si -0.033 0.0412 0.0362
Si -0.0742 -0.0693 -0.0386
Si -0.0366 -0.0433 -0.0584
Si 0.0077 0.0038 -0.0383
Si 0.0109 -0.0376 -0.0485
Si -0.0424 0.0134 0.0025
Si 0.1067 0.0112 -0.0158
Si 0.0518 0.0177 -0.0479
Si 0.0478 -0.0033 -0.1053
Si 0.0766 0.001 -0.1099
Si -0.0839 -0.0229 0.0147
Si 0.0886 -0.031 0.0967
Si 0.0733 -0.0094 0.0462
Si -0.0509 -0.0376 -0.0368
Si -0.0244 -0.0103 -0.011
Si 0.0008 -0.0063 -0.0421
Si -0.0129 0.0001 -0.0109
Si -0.0593 -0.0188 -0.0178
Si -0.0166 -0.0101 0.0108
Si 0.0131 -0.0011 -0.0339
Si -0.0263 0.0007 0.0053
Si 0.0169 -0.0363 -0.0159
Si -0.0247 -0.031 0.0211
Si -0.0028 -0.0065 -0.0009
Si 0.0293 0.0107 0.0305
Si 0.0601 0.0233 0.0145
Si 0.0403 0.0214 0.023
Si -0.0137 -0.0093 0.0115
Si -0.013 0.0072 0.0149
Si -0.0719 0.0322 0.0371
Si -0.038 -0.017 -0.0669
Si -0.054 -0.0151 -0.0546
Si 0.064 -0.0054 -0.0797
Si -0.0472 0.0616 0.3728
Si -0.1778 -0.017 -0.0431
Si 0.0167 -0.052 -0.2645
Si 0.1291 0.0329 0.0433
Si 0.0564 0.0212 0.0132
Si 0.0249 0.0103 0.0326
Si 0.0024 -0.0457 -0.0307
Si 0.0066 0.0048 0.0287
Si 0.0588 -0.0066 -0.0234
Si 0.0297 0.0301 0.0501
Si 0.0016 -0.0137 -0.0066
Si 0.0411 0.0237 0.0585
Si 0.063 -0.0903 -0.0998
Si 0.0008 -0.1031 0.0407
Si 0.0329 -0.2338 -0.379
Si -0.0348 -0.0919 -0.2699
Si 0.0052 -0.1177 -0.214
Si -0.0121 -0.0501 -0.0542
Si -0.1426 0.0751 -0.0248
Si 0.1035 -0.1691 -0.177
Si 0.0524 0.0822 0.1134
Si -0.0959 0.0368 -0.0151
Si -0.0788 0.0088 -0.012
Si -0.0933 0.0543 -0.1266
Si -0.0145 0.0138 0.097
Si -0.0488 0.0722 0.0086
Si -0.1189 -0.0927 0.0956
Si 0.0405 -0.0444 0.2938
Si -0.0188 0.068 0.0242
Si 0.0835 -0.0302 -0.0946
Si -0.0115 0.0594 -0.0617
Si 0.2136 -0.074 -0.0766
Si 0.1179 0.0126 -0.138
Si -0.0163 -0.0426 -0.069
Si 0.0499 0.0596 -0.137
Si -0.0752 0.0207 -0.0948
Si -0.0441 0.0108 0.127
Si -0.1049 0.0832 -0.055
Si 0.0222 0.0781 0.1907
Si -0.0649 0.083 0.1354
Si -0.0061 0.0597 0.1149
Si 0.044 0.1185 -0.0059
Si 0.0039 -0.0234 0.0122
Si 0.0032 0.1624 0.0679
Si 0.0586 0.0251 -0.0109
Si -0.0152 -0.0302 0.0577
Si 0.0441 -0.0549 0.0027
Si 0.0576 -0.0131 0.0284
Si -0.0125 0.0072 -0.0098
Si -0.0145 0.0145 0.0534
Si -0.0439 -0.0046 -0.0314
Si -0.0495 0.0081 0.0038
Si 0.0428 -0.0444 0.0374
Si -0.0091 -0.0159 0.0076
Si 0.0755 0.0084 -0.0375
Si -0.0234 -0.0292 0.0144
Si -0.0501 -0.0389 0.0976
Si -0.0174 -0.0359 0.0178
Si -0.0066 0.019 0.0267
Si 0.0002 -0.0088 -0.0357
Si -0.0177 0.0117 0.0222
Si -0.084 0.015 0.0518
Si -0.0093 -0.028 0.0559
Si 0.0135 0.004 0.0456
Si 0.0251 0.0137 0.0208
Si 0.0228 0.0386 0.0429
Si 0.0107 0.0222 0.0231
Si -0.0134 0.0265 0.0106
Si -0.0058 -0.0038 -0.0177
Si 0.0155 -0.0126 -0.0008
Si -0.0036 0.0094 -0.0416
Si -0.0286 -0.0194 -0.0081
Si -0.0005 0.0003 -0.0003
Si -0.0183 -0.0283 -0.0352
Si -0.035 -0.0008 0.0061
Si 0.0186 -0.011 0.0204
Si -0.1472 -0.0419 0.2398
Si -0.1651 -0.1225 -0.2084
Si 0.1464 0.0881 -0.0733
Si -0.0307 -0.013 0.0466
Si -0.3014 -0.0317 -0.0141
Si 0.0742 -0.1249 -0.2191
Si -0.1463 0.0886 0.0906
Si -0.0098 0.1058 0.2886
Si -0.0051 0.0185 0.0236
Si 0.0057 0.0111 0.0164
Si -0.0184 0.0178 0.0245
Si -0.0237 0.0153 0.02
Si -0.0305 -0.0328 0.0114
Si -0.0015 -0.0368 -0.012
Si 0.0011 0.005 0.0072
Si 0.0358 -0.04 -0.0207
Si -0.0037 -0.0433 -0.0257
Si 0.0002 -0.0393 -0.0049
Si -0.002 0.0087 -0.0116
Si 0.0371 -0.0326 -0.0138
Si -0.0283 0.0521 0.0099
Si -0.0088 -0.0167 -0.0113
Si 0.0046 0.0227 0.0075
Si -0.01 0.0788 0.0564
Si -0.0017 0.0072 -0.0449
Si -0.0453 0.0077 0.0003
Si 0.012 -0.0088 -0.032
Si -0.0263 0.0315 -0.0317
Si 0.0193 -0.0461 -0.0134
Si 0.0174 -0.0164 -0.0194
Si -0.0112 -0.024 -0.0411
Si -0.0183 -0.0027 -0.0342
Si 0.0388 -0.0171 -0.0205
Si -0.0149 0.0161 0.0192
Si -0.0184 0.0688 -0.0836
Si -0.0181 -0.0142 0.0458
Si -0.0039 -0.0096 -0.0129
Si 0.0011 -0.0288 -0.0272
Si -0.0161 0.0343 -0.001
Si 0.0432 -0.0125 -0.0828
Si 0.0543 0.1216 -0.1013
Si 0.1082 0.1185 -0.0917
Si -0.0517 0.0211 -0.0549
Si -0.1024 0.0512 -0.0721
Si 0.0166 0.0239 0.0167
Si -0.0071 -0.0104 0.0936
Si -0.029 -0.0923 0.0568
Si 0.2965 -0.155 0.1019
Si -0.1243 -0.2567 -0.0376
Si 0.0362 -0.1075 -0.1301
Si 0.0602 -0.0586 0.0359
Si 0.0005 -0.1723 0.0902
Si -0.0364 -0.0385 -0.1481
Si -0.0322 -0.0266 -0.0823
Si 0.0201 -0.0452 -0.0191
Si 0.0796 0.0335 -0.1403
Si 0.0026 0.063 0.0982
Si 0.0417 -0.0411 0.0892
Si -0.0254 -0.0002 0.1299
Si 0.0133 0.0111 -0.0131
Si -0.0223 -0.0811 0.1523
Si -0.0386 -0.024 0.1726
Si 0.0715 0.0067 0.0503
Si 0.0217 -0.0713 0.218
Si -0.0241 -0.0291 -0.0436
Si -0.0083 -0.0666 -0.2041
Si 0.0024 -0.0668 -0.0386
Si 0.0011 0.0124 -0.0801
Si 0.0793 0.2789 0.2806
Si -0.0673 0.0218 -0.0342
Si -0.014 0.0306 -0.0723
Si -0.0259 0.141 0.0848
Si -0.0189 0.0082 -0.0097
Si 0.1531 -0.0138 -0.0209
Si -0.0237 0.0425 -0.0551
Si -0.115 -0.0062 0.072
Si 0.0375 -0.0205 -0.0894
Si -0.1052 0.14 0.2083
Si 0.0752 0.079 -0.0002
Si 0.0297 -0.0343 -0.1142
O 0.0182 0.006 -0.0191
O 0.0023 -0.0276 -0.0203
O -0.0273 0.0011 -0.0097
O 0.0103 0.0557 0.1269
O 0.002 0.0051 -0.0616
O -0.0404 0.0676 0.0445
O -0.0122 0.0365 0.1074
O 0.0777 -0.0123 0.0149
O 0.043 0.0223 0.0183
O -0.0246 0.057 0.0368
O -0.0053 0.0239 0.0631
O -0.0484 -0.0182 -0.0475
O -0.0315 0.0065 0.0302
O -0.0211 -0.0258 -0.0417
O 0.0069 0.0478 -0.0064
O 0.0015 0.0276 0.0814
O 0.0187 -0.0075 0.0417
O 0.0034 0.0178 0.0107
O -0.2026 0.1317 -0.0974
O -0.0412 -0.0611 0.0193
O -0.0179 -0.02 -0.0351
O -0.0125 -0.0111 0.045
O -0.0345 -0.0668 -0.0904
O -0.0027 0.0271 0.09
O 0.0397 0.0563 0.0074
O 0.0121 -0.0531 -0.0119
O 0.0102 -0.0039 -0.008
O 0.0023 -0.015 0.0519
O -0.0037 -0.024 -0.0637
O 0.0136 0.0013 0.0536
O -0.0231 0.0392 0.0708
O 0.0512 0.0358 -0.0825
O 0.0115 -0.0448 -0.1094
O -0.0072 0.023 -0.0041
O -0.0561 -0.0014 0.0164
O 0.0117 -0.0085 0.037
O -0.0126 0.0012 0.016
O -0.0239 -0.0221 -0.0955
O 0.0098 0.0067 0.0147
O 0.0116 0.0157 0.0651
Si -0.0068 0.0099 -0.025
Si -0.0206 -0.0066 -0.0159
Si -0.017 -0.0049 -0.013
Si -0.0021 0.0041 -0.0048
Si 0.0183 0.0055 -0.0253
Si -0.0006 0.0037 -0.0108
Si 0.0308 -0.0226 0.001
Si -0.0182 -0.0148 -0.0029
Si 0.0089 -0.0188 -0.0112
Si -0.0004 -0.0033 -0.0115
Si -0.0204 0.0053 -0.0095
Si 0.0296 -0.0189 -0.0078
Si 0.0192 -0.0099 0.0633
Si -0.0031 0.0064 -0.0078
Si -0.0034 0.0188 0.0141
Si -0.0418 -0.0264 0.024
Si 0.0124 0.0507 0.0068
Si 0.0107 -0.0021 -0.0415
Si 0.0067 0.0237 -0.0164
Si 0.0041 -0.0028 -0.0289
Si 0.004 0.0009 0.0027
Si -0.0022 -0.0151 -0.0364
Si -0.0043 -0.0296 -0.022
Si -0.0083 -0.0193 -0.0406
Si 0.0017 0.0112 -0.0023
Si 0.0316 -0.0072 0.0136
Si 0.0141 -0.0182 -0.037
Si -0.0115 0.0258 -0.0271
Si -0.0355 0.0122 0.0169
Si 0.0089 -0.0026 -0.0171
Si 0.0165 -0.0491 -0.029
Si -0.022 -0.0143 -0.016
Si 0.0079 0.0033 -0.0375
Si 0.0049 0.0092 -0.0153
Si -0.0008 -0.0122 -0.0183
Si -0.0279 -0.0412 0.0196
Si -0.0153 0.0017 -0.0456
Si 0.0057 -0.0316 -0.0179
Si 0.0165 -0.0007 -0.0355
Si 0.011 -0.003 -0.0278
Si -0.0182 0.0066 0.0311
Si -0.0042 -0.003 -0.0061
Si 0.0002 -0.0062 -0.0056
Si -0.0211 -0.001 0.0333
Si 0.0259 0.0006 -0.0192
Si -0.0392 -0.0007 0.0104
Si -0.0053 0.0036 -0.0237
Si 0.0064 -0.0003 -0.0035
Si 0.0175 -0.0124 0.0212
Si 0.0002 0.0044 -0.0279
Si -0.003 -0.0002 -0.0276
Si -0.0126 0.0108 -0.0365
Si -0.0034 0.0215 -0.0288
Si 0.0139 -0.0144 -0.0312
Si 0.0038 -0.0017 -0.0149
Si -0.002 -0.0062 -0.0303
Si 0.0022 -0.0057 -0.015
Si 0.0062 0.0129 -0.0655
O -0.0017 -0.0035 0.004
O -0.0007 -0.0075 0.0117
O -0.0013 -0.0032 -0.0088
O 0.0031 -0.0089 -0.0007
O -0.0019 0.0146 0.0171
O 0.0295 -0.04 -0.0782
O -0.0022 0.0073 0.02
O 0.0003 0.0003 0.0145
O -0.0044 -0.002 0.0025
O 0.0034 -0.0072 0.0201
O -0.0016 0.0033 0.0202
O -0.003 -0.0004 0.0215
O 0.0466 0.0325 -0.0097
O -0.0176 0.0028 0.0189
O -0.0043 -0.0048 0.0175
O 0.0025 0.0032 0.0114
O -0.0184 0.0122 0.0125
O 0.0151 0.012 0.0122
O -0.0024 -0.0054 0.0063
O 0.005 -0.0132 -0.0113
O 0.0074 -0.0198 -0.0126
O 0.0058 0.0002 0.0204
O -0.0085 -0.0097 0.0184
O 0.0106 0.0092 -0.0207
O 0.0231 0.0102 0.0028
O -0.0224 0.0075 0.028
O 0.018 0.0047 0.0019
O 0.018 -0.0043 0.0138
O -0.0064 0.0147 0.0132
O -0.0056 0.02 -0.0048
O 0 -0.0025 -0.0004
O -0.0045 0.0053 -0.0008
O -0.0027 0.0266 -0.0076
O -0.0103 0.0042 -0.0218
O -0.0058 -0.0209 -0.0129
O 0.0048 0.0069 0.021
O -0.0018 0.0035 0.0178
O 0.0064 0.0021 0.0044
O 0.0008 -0.001 0.0148
O 0.004 -0.0016 0.014
O 0.0059 0.0045 0.0132
O 0.0107 -0.0084 -0.0112
O -0.001 -0.0018 -0.0012
O 0.0011 0.0009 0.0207
O 0.0101 0.0068 0.0193
O -0.0021 0.0066 0.0239
O 0.0106 -0.0166 0.0025
O 0.0058 0.0037 0.0063
O 0.0012 0.0035 0.0139
O -0.0064 -0.0162 0.006
O -0.0032 0.0115 -0.0004
O 0.0048 -0.0036 0.0099
O 0.034 -0.0061 -0.0174
O 0.0106 0.0014 -0.021
O -0.0071 -0.0056 0.019
O -0.0114 0.0189 0.0062
O 0.0045 -0.0066 -0.02
O 0.0018 0.0004 0.018
O -0.0019 0.0089 0.0101
O -0.0004 -0.0002 0.023
O -0.0012 0.0011 0.0138
O -0.0065 -0.0038 0.0083
O -0.0063 0.0048 -0.0053
O 0.0009 -0.0022 0.0102
O 0.0056 0.0115 0.0197
O -0.0036 0.0069 0.0286
O -0.0021 0.0053 0.0118
O -0.0244 0.0442 -0.0115
O -0.0048 0.0048 -0.0086
O 0.0209 0.0076 0.0018
O -0.0007 -0.011 0.0095
O -0.0085 -0.0019 0.0326
O 0.0073 0.0205 0.0067
O 0.0063 -0.0033 0.0141
O 0.0059 -0.0051 -0.0082
O -0.0086 0.0039 0.012
O -0.012 -0.0083 0.0201
O 0.0025 -0.0078 0.0167
O 0.0046 0.0012 0.0138
O 0.0056 -0.0087 0.0152
O -0.0016 -0.0204 -0.0052
O 0.0056 0.0021 -0.0018
O -0.0078 -0.0045 0.0073
O -0.0017 -0.0008 0.0004
O -0.0004 -0.0027 0.0138
O 0.0005 0.0007 0.0006
O -0.0006 0.0126 0.0108
O 0.0153 0.0002 0.0137
O 0.0035 0.0049 0.0162
O 0.0027 -0.0118 0.0418
O -0.0081 -0.0021 0.0214
O 0.0183 -0.0134 -0.0097
O 0.0083 -0.0003 0.0235
O 0.0004 0.0003 0.0119
O 0.0091 0.0105 -0.0051
O 0.0029 -0.0008 0.0092
O -0.0018 -0.0027 0.0118
O 0.0014 0.0074 0.0043
O -0.0384 0.0152 -0.0213
O -0.0023 0.0018 0.0059
O 0.0019 0.015 0.0204
O 0.0236 0.1079 0.044
O 0.017 -0.0174 -0.018
O 0.0382 0.0207 0.0033
O 0.0554 -0.0212 -0.0323
O -0.0149 0.0451 -0.008
O 0.034 0.0277 -0.0295
O 0.0139 -0.0216 0.0235

The program warned: the cutoff lies below the one the program advises for these potential files; the forces do not sum to zero within the program's tolerance; the exchange-correlation potential is rough where the density is thin.
